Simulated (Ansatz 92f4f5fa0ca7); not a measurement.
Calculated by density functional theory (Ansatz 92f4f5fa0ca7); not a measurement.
Periodic cell of 220 atoms, Si132O88, from a study of silicon, its oxide and their interface. The atomic structure is a simulated model.
This geometry differs little from another in the collection (a relaxation step or a small displacement).

Settings
functional: r2SCAN
potential files: Ansatz PAW
basis: plane waves
wave-function cutoff: 800 eV
density cutoff ratio: 5
exchange-correlation grid ratio: 1
k mesh: 1 x 1 x 1, Gamma-centred
self-consistency stop: 5e-08 eV per atom in the density residual
occupations: fixed
spin: none
net charge: 0

Cell vectors (angstrom)
a	10.938	0	0
b	0	10.938	0
c	0	0	32.3297

Atoms and the computed forces on them: element, x, y, z (angstrom), force x, y, z (eV/angstrom)
Si	10.7577	0.4051	25.1248	0.0111	0.0028	-0.0195
Si	5.7149	10.7183	24.7581	0.0004	-0.0013	-0.0072
Si	2.4966	3.0439	24.9304	-0.0027	-0.009	-0.0202
Si	8.5249	2.5451	24.8141	0.0012	-0.0029	-0.0091
Si	0.2897	5.2641	24.8692	-0.0067	-0.0009	-0.0105
Si	5.3734	5.72	24.7455	0.002	0.006	-0.0238
Si	3.1595	7.9542	24.8746	-0.002	0.0134	-0.022
Si	7.9646	8.4961	24.7721	-0.0096	0.0061	-0.018
Si	1.3847	1.537	26.3734	-0.0041	-0.003	0.0093
Si	6.8742	1.3841	26.0873	0.0017	-0.0043	0.0034
Si	4.1649	4.1747	26.1292	0.0013	-0.0009	0.009
Si	9.6105	4.1391	26.176	0.0002	-0.004	0.003
Si	1.4577	6.861	26.145	0.0016	-0.0011	0.0034
Si	6.866	6.8987	26.138	0.0011	-0.0029	0.0071
Si	4.1932	9.5896	26.1913	0.0025	-0.0006	0.0017
Si	9.5501	9.6146	26.158	0.0029	-0.0004	0.0078
Si	2.7491	0.0036	27.5428	0.002	0.0018	0.0039
Si	8.1813	0.0121	27.5453	-0.0029	0.0031	0.0007
Si	-0.0446	2.8146	27.6483	0.0032	0.002	0.002
Si	5.4811	2.7334	27.4883	0.0011	-0.0001	0.0054
Si	2.7636	5.4733	27.5511	-0.0007	0.0002	-0.0002
Si	8.2008	5.4921	27.5118	0.0001	-0.0002	0.004
Si	0.0076	8.2095	27.4964	-0.0012	-0.0019	0.0057
Si	5.4947	8.201	27.573	0.004	0.0041	0.0037
Si	4.1018	1.3673	28.9115	0.2141	0.0336	-0.1824
Si	9.5708	1.3673	28.9115	-0.2641	-0.0461	0.2783
Si	1.3673	4.1018	28.9115	0.2005	0.5105	0.5347
Si	6.8362	4.1018	28.9115	0.0095	-0.0041	-0.3648
Si	4.1018	6.8362	28.9115	0.065	0.0568	0.1963
Si	9.5708	6.8362	28.9115	0.128	0.0476	-0.2786
Si	1.3673	9.5708	28.9115	-0.0227	-0.0413	-0.2202
Si	6.8362	9.5708	28.9115	0.0713	0.0792	0.2595
Si	0	0	30.2787	-0.0056	0.0188	-0.0332
Si	5.469	0	30.2787	0.0483	0.0091	0.0087
Si	2.7345	2.7345	30.2787	-0.0171	0.0372	-0.0352
Si	8.2035	2.7345	30.2787	0.0175	-0.0616	0.0185
Si	0	5.469	30.2787	0.1723	0.0862	0.0379
Si	5.469	5.469	30.2787	-0.0316	0.0263	-0.0157
Si	2.7345	8.2035	30.2787	0.0204	-0.0215	-0.0062
Si	8.2035	8.2035	30.2787	0.0521	0.1025	-0.027
Si	1.3673	1.3673	31.646	0.0047	-0.0176	-0.0089
Si	6.8362	1.3673	31.646	-0.0352	0.018	-0.0118
Si	4.1018	4.1018	31.646	0.0106	-0.0222	-0.0076
Si	9.5708	4.1018	31.646	0.0105	0.0155	-0.0393
Si	1.3673	6.8362	31.646	-0.0847	0.0365	-0.0016
Si	6.8362	6.8362	31.646	0.0252	-0.018	-0.0125
Si	4.1018	9.5708	31.646	-0.0492	0.0054	-0.028
Si	9.5708	9.5708	31.646	0.0087	-0.0444	0.0029
Si	2.7345	0	0.6835	0.0137	-0.019	0.0257
Si	8.2035	0	0.6835	0.0065	0.0335	0.0158
Si	0	2.7345	0.6835	-0.0358	0.0324	-0.0011
Si	5.469	2.7345	0.6835	0.0256	-0.0301	0.0216
Si	2.7345	5.469	0.6835	-0.0142	0.0266	0.0115
Si	8.2035	5.469	0.6835	0.0445	-0.0398	0.0124
Si	0	8.2035	0.6835	0.07	-0.0061	0.0305
Si	5.469	8.2035	0.6835	-0.0223	0.0471	-0.002
Si	4.1018	1.3673	2.0507	-0.0622	0.0023	0.0197
Si	9.5708	1.3673	2.0507	0.0473	-0.045	-0.0085
Si	1.3673	4.1018	2.0507	-0.0572	-0.0814	0.013
Si	6.8362	4.1018	2.0507	-0.0304	0.0488	0.003
Si	4.1018	6.8362	2.0507	-0.02	-0.0328	0.0113
Si	9.5708	6.8362	2.0507	-0.0514	0.0242	0.0082
Si	1.3673	9.5708	2.0507	-0.0506	0.0112	0.0268
Si	6.8362	9.5708	2.0507	-0.0495	-0.1384	-0.0127
Si	0	0	3.418	-0.0509	0.1927	-0.3839
Si	5.469	0	3.418	-0.0881	-0.0188	0.3459
Si	2.7345	2.7345	3.418	-0.0484	-0.124	-0.0618
Si	8.2035	2.7345	3.418	-0.1056	-0.0967	0.309
Si	0	5.469	3.418	-0.0772	-0.2262	0.1534
Si	5.469	5.469	3.418	0.1	-0.1532	-0.1403
Si	2.7345	8.2035	3.418	0.1523	0.0274	0.0543
Si	8.2035	8.2035	3.418	-0.336	-0.2258	-0.5039
Si	1.359	1.3476	4.7794	-0.0003	-0.0023	0.001
Si	6.8113	1.3676	4.8384	0.0002	-0.0031	-0.0026
Si	4.1221	4.0696	4.7715	0.0005	-0.0006	0.0002
Si	9.5615	4.0782	4.8249	0.0006	-0.0025	-0.0049
Si	1.3851	6.8169	4.7661	-0.0006	-0.001	-0.0032
Si	6.8412	6.8128	4.7771	-0.0002	-0.001	0.0011
Si	4.1022	9.5522	4.83	0.0014	-0.0021	-0.0017
Si	9.5095	9.6005	4.6926	-0.0003	-0.0024	-0.0014
Si	2.6325	-0.0917	6.1862	0.0035	0.0018	-0.0065
Si	8.154	-0.078	6.1592	0.0003	0.0008	-0.0043
Si	-0.0193	2.6732	6.1882	0.0011	0	-0.0083
Si	5.3661	2.6531	6.2474	0.0005	-0.0027	-0.0044
Si	2.7738	5.4464	6.1229	0.0003	0.0003	-0.0061
Si	8.1183	5.3882	6.1913	-0.0005	0.0012	-0.0034
Si	-0.118	8.1728	5.9533	0.0005	0.004	-0.0023
Si	5.4735	8.1421	6.1829	0.0009	0.0014	-0.0078
Si	3.7006	1.4842	7.5598	-0.0017	-0.0042	0.0124
Si	9.7656	1.0072	7.4507	0.001	-0.0076	0.0118
Si	1.6359	3.8536	7.3934	0.0071	-0.0009	0.0123
Si	6.4826	4.2734	7.5498	-0.0027	-0.0002	0.0132
Si	4.3209	6.5788	7.5253	0.0004	0.0043	0.0159
Si	9.332	7.0376	7.3374	0.0047	0.0074	0.0087
Si	0.9464	9.6401	7.383	-0.0056	-0.0064	0.0099
Si	7.0832	9.2189	7.5266	-0.0012	0.0069	0.0092
O	1.376	4.1248	24.3799	0.0034	0.0014	0.0028
O	6.8337	9.5966	24.2741	-0.0004	-0.0044	-0.0002
O	2.6722	2.7062	7.938	0.0006	0.0015	-0.0024
O	8.2521	8.1327	7.8956	0.0005	-0.0055	-0.0034
O	5.411	5.4382	8.0367	0.0007	-0.0008	-0.0039
O	-0.0674	-0.1181	7.9486	-0.0029	-0.0008	-0.0033
O	4.225	6.8264	24.313	0.0023	-0.002	0.0114
O	9.6623	1.4166	24.4061	0.009	0.0063	0.0017
O	1.3651	8.6246	8.5981	-0.002	0.003	-0.0076
O	1.1524	4.6823	8.7185	0.005	-0.003	-0.0059
O	8.9635	1.5792	8.7617	0.0019	-0.0016	-0.0031
O	6.4987	9.6779	8.9857	0	0.001	-0.0098
O	4.0698	0.7613	8.9849	0.0043	0.0062	-0.0126
O	3.6749	7.3465	8.8286	0.0061	-0.0084	-0.0079
O	7.0962	3.5252	8.8892	-0.0067	0.0063	-0.0113
O	10.1707	6.5357	8.6436	-0.0037	0.0061	-0.0097
O	3.1591	2.3125	23.6361	-0.0078	0.0095	0.0146
O	4.9681	0.3956	23.4201	0.0034	-0.0047	0.0019
O	7.9742	3.2274	23.4225	0.0054	-0.0016	0.0053
O	10.5311	5.9287	23.5361	0.0056	-0.0043	0.0081
O	8.5905	7.7539	23.4348	0.0055	-0.003	0.0033
O	2.6415	8.7577	23.5462	-0.0121	0	0.0026
O	6.1267	5.1434	23.3843	-0.001	0.0031	0.0084
O	0.9219	10.7752	24.0782	0.0001	-0.0312	-0.0165
Si	2.5117	8.1489	9.6352	-0.0032	0	0.0019
Si	8.1545	5.5278	14.0298	0.0012	0.002	-0.0012
Si	4.1534	4.4239	15.4789	0.0003	0.0002	-0.0014
Si	4.3472	1.7283	22.715	0.0036	-0.0048	-0.0009
Si	9.3788	1.0802	19.4409	-0.0029	-0.0003	-0.0011
Si	9.7124	1.1408	16.5715	-0.0034	-0.0014	0.0001
Si	1.311	9.556	23.1181	0.002	0.015	0.015
Si	9.9924	8.0821	13.607	-0.0069	0.0018	-0.0027
Si	0.8972	6.4542	11.7864	0.006	0.0022	0.0031
Si	0.5215	9.8922	15.5728	0.0081	0.004	0.0037
Si	4.5652	1.859	17.2416	0.0193	0.0031	0.014
Si	5.6158	8.9891	14.3969	0.0006	0.0013	0.0001
Si	7.9594	10.5134	12.8843	0.0046	0.0002	0.0009
Si	3.7558	0.0328	10.4028	-0.0013	0.0042	0.0024
Si	6.392	9.5734	10.5951	0.0029	-0.0033	0.0038
Si	0.9441	10.6115	20.2837	-0.0008	-0.0015	0.0005
Si	3.3441	0.1561	15.0137	-0.006	-0.0034	-0.0097
Si	2.8723	2.0771	12.5672	-0.0005	-0.0017	0.0011
Si	5.8839	6.9553	12.2563	0.0018	-0.0009	-0.0012
Si	6.7353	3.8549	22.5741	0.0034	0.0018	-0.0075
Si	10.7016	4.1096	16.5091	0.0018	-0.0018	-0.0008
Si	8.511	2.963	9.4647	0.0031	-0.0053	0.0058
Si	3.5738	6.5779	17.619	0.0046	0.0012	-0.0005
Si	7.1836	0.0697	17.7372	0.0004	-0.0022	0.001
Si	5.1126	4.1832	12.6189	0.0027	-0.0007	-0.0027
Si	1.7865	4.5743	19.0113	0.0019	-0.001	-0.0015
Si	1.4668	4.1914	13.9107	0.0002	-0.0012	-0.002
Si	8.0383	5.4003	17.084	-0.005	-0.0004	0.0002
Si	8.2253	4.0572	19.7387	0.0025	-0.0034	-0.0027
Si	10.0444	7.3155	22.8493	-0.0042	0.0022	-0.0048
Si	10.4565	6.3443	19.9073	0.0011	-0.0047	-0.0036
Si	10.6977	5.1904	9.3498	0.0047	0.0009	0.009
Si	0.9274	8.3245	18.2076	0.0012	0.0053	-0.0103
Si	2.9405	1.9165	19.903	0.0137	0.0083	-0.0088
Si	6.3232	7.97	17.2334	-0.0012	0.0022	0.0054
Si	7.9157	2.7731	12.5487	0.0024	-0.0035	0.0062
O	6.2075	8.1225	15.6264	0.0013	-0.0043	-0.0022
O	8.2225	0.4912	16.5489	-0.0022	-0.0008	-0.0083
O	7.1646	6.291	12.9951	0.0055	-0.0008	-0.0003
O	5.1219	4.5776	14.1961	0.0018	0.0024	0.0052
O	3.4698	1.2203	13.807	-0.0002	-0.005	0.0042
O	6.7409	9.4465	17.7751	-0.0008	-0.0027	0.0027
O	2.1446	3.3233	19.9647	0.0097	-0.0066	-0.0038
O	5.1685	10.5413	11.0758	0.0017	0.0014	0.0059
O	1.5363	5.5262	12.9707	0.0053	0.0027	0.0005
O	-0.0359	5.4543	10.9194	-0.0081	-0.0089	-0.0038
O	5.9328	1.0374	17.4521	-0.0248	0.0197	-0.0061
O	9.0169	2.6258	19.8262	0.0033	0.0004	0.0008
O	2.7404	3.9686	14.8742	0.0033	-0.0026	0.0023
O	1.1436	9.2037	19.5316	0.002	0.0015	-0.0039
O	1.5561	10.2739	21.7213	0.0005	-0.0088	0.0127
O	9.303	6.6933	14.1408	0.0027	-0.0021	0.0032
O	10.5498	0.2925	15.4925	0.0179	-0.0114	-0.0056
O	10.6405	7.3268	18.6179	0.0005	0.0064	-0.0086
O	3.711	1.4891	21.254	-0.0005	0.0006	-0.0062
O	-0.0257	7.6532	12.3513	0.0016	0.0044	-0.0045
O	7.231	4.1657	21.0398	-0.0064	0.0023	0.0089
O	9.2751	5.2708	19.8	-0.0016	-0.0008	0.0026
O	2.2641	7.554	17.6679	-0.0042	0.0045	-0.0014
O	3.1712	5.3504	18.6163	0.0043	-0.0013	0.0052
O	1.8679	0.7703	19.5568	0.0046	0.0003	-0.0059
O	7.6825	10.2425	11.3067	0.0039	0.002	-0.0071
O	6.2437	7.9916	11.0417	0.0026	-0.0019	-0.0051
O	6.3525	3.1675	12.3879	-0.0041	-0.0027	-0.0007
O	6.7005	10.0081	13.7676	-0.0008	0.0034	0.003
O	5.0873	5.6046	11.792	-0.0053	0.0002	-0.0063
O	0.278	4.3948	14.9937	-0.005	0.0023	-0.0012
O	3.0115	9.5471	10.2606	-0.0047	-0.0038	0.001
O	0.0167	8.5992	14.7791	0.0112	0.0058	0.004
O	9.1227	9.4215	13.2532	0.0015	0	-0.0014
O	5.0862	7.8971	13.3168	-0.0076	-0.0008	0.0004
O	4.7426	3.29	16.4836	0.001	-0.0099	0.0118
O	7.5594	5.2105	15.5277	-0.0087	-0.0038	-0.0049
O	10.1059	7.1772	21.2456	-0.0031	0.0056	0.008
O	1.9377	10.3352	14.9791	-0.0049	-0.0086	0.0085
O	0.0967	8.5161	23.2216	0.0133	0.0125	0.0077
O	7.5477	4.3084	18.2426	-0.0098	-0.0034	-0.0025
O	3.5235	0.9521	16.4036	-0.0033	-0.0007	0.0059
O	3.9993	2.0997	18.7155	0.0064	-0.009	-0.0028
O	0.9567	4.1178	17.6477	0.0033	-0.0005	-0.0009
O	7.481	6.8639	17.5458	0.0037	0.0021	0.0033
O	3.8224	3.3305	12.182	-0.001	0	-0.0051
O	5.5487	2.7773	22.5235	0	0.0003	-0.0028
O	10.3493	0.2613	20.4659	-0.0007	-0.002	0.0052
O	4.9149	7.4673	17.9198	0.0019	0.0013	0.0041
O	1.4583	2.8148	12.9927	-0.0053	-0.0049	-0.0044
O	2.8528	1.0408	11.3137	-0.0023	-0.0036	-0.0037
O	8.5503	4.0373	13.4114	0.0086	-0.0028	0.0003
O	0.9191	5.5428	19.9743	0.0098	-0.0048	0.0026
O	4.4343	9.9219	14.9306	-0.0025	0.004	-0.0005
O	7.9428	0.3593	19.154	0.0005	-0.0029	0.0098
O	0.5222	9.4021	17.0978	-0.0036	-0.0028	-0.0086
O	9.8503	2.7306	16.3215	-0.0025	0.0037	-0.0033
O	8.1519	1.2168	13.1097	0.0039	0.0029	0.004
O	9.657	5.2575	16.9747	0.0031	0.0067	0.0039
O	1.9864	7.1601	10.8093	0.008	0.0006	0.002
O	9.613	4.0547	9.0698	0.001	0.0012	-0.0079
O	8.5189	2.7666	11.0537	0.0034	-0.0022	-0.0028
O	10.2584	0.9904	18.0839	0.0119	-0.0017	0.0016
O	3.9239	5.8577	16.2015	-0.0001	0.0023	-0.006

Results
free energy: -134623.748 eV
free energy less fixed offsets of O -570.45, Si -639.56 eV per atom: -2.228 eV

The program warned: the cutoff lies below the one the program advises for these potential files; the forces do not sum to zero within the program's tolerance; empty levels may hold ghost states of the PAW files; the exchange-correlation potential is rough where the density is thin.
